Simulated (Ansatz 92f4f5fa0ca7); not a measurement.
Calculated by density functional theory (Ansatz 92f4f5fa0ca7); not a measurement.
Periodic cell of 225 atoms, Si132O91B2, from a study of silicon, its oxide and their interface. The atomic structure is a simulated model.
Doubt: the cutoff is far below the 930 eV that the study's wrapper takes by default for these files, so forces and energies are approximate.
This geometry differs little from another in the collection (a relaxation step or a small displacement).

Settings
functional: PBE
potential files: Ansatz PAW
basis: plane waves
wave-function cutoff: 580 eV
density cutoff ratio: 5
exchange-correlation grid ratio: 1
k mesh: 1 x 1 x 1, Gamma-centred
self-consistency stop: 5e-08 eV per atom in the density residual
occupations: fixed
spin: none
net charge: 0

Cell vectors (angstrom)
a, 10.938, 0, 0
b, 0, 10.938, 0
c, 0, 0, 31.9494

Atoms: element, x, y, z (angstrom)
Si, 10.6288, 0.0035, 24.4047
Si, 5.0786, 0.1331, 24.6435
Si, 2.8187, 2.2997, 24.5176
Si, 8.5704, 2.438, 24.5507
Si, 10.7099, 5.592, 24.3186
Si, 5.1585, 5.6145, 24.4383
Si, 2.9885, 7.9547, 24.3908
Si, 8.4184, 7.8353, 24.4052
Si, 1.2931, 1.135, 25.8298
Si, 6.8161, 1.3307, 25.7314
Si, 3.9855, 4.0141, 25.7245
Si, 9.6879, 4.0281, 25.8365
Si, 1.3397, 6.7957, 25.6594
Si, 6.8063, 6.7232, 25.7404
Si, 4.0062, 9.472, 25.9357
Si, 9.4852, 9.4449, 25.7921
Si, 2.6413, -0.1309, 27.2765
Si, 8.1394, -0.0653, 27.1398
Si, 0.0753, 2.6598, 27.199
Si, 5.4524, 2.7226, 27.1072
Si, 2.6666, 5.4179, 27.1043
Si, 8.1929, 5.3705, 27.1279
Si, 0.0109, 8.1524, 27.124
Si, 5.5116, 8.1447, 27.1683
Si, 4.0865, 1.3298, 28.4952
Si, 9.5413, 1.3277, 28.499
Si, 1.3864, 4.0661, 28.5597
Si, 6.8103, 4.0621, 28.5227
Si, 4.086, 6.7801, 28.4813
Si, 9.5569, 6.7837, 28.481
Si, 1.2978, 9.4818, 28.6164
Si, 6.8252, 9.5334, 28.5584
Si, -0.0288, -0.004, 29.9113
Si, 5.4636, -0.0056, 29.8933
Si, 2.7644, 2.7142, 29.9019
Si, 8.1981, 2.7191, 29.886
Si, -0.0023, 5.455, 29.888
Si, 5.4632, 5.4559, 29.8859
Si, 2.7542, 8.1599, 29.9031
Si, 8.2253, 8.1785, 29.8883
Si, 1.3673, 1.3673, 31.2657
Si, 6.8362, 1.3673, 31.2657
Si, 4.1018, 4.1018, 31.2657
Si, 9.5708, 4.1018, 31.2657
Si, 1.3673, 6.8362, 31.2657
Si, 6.8362, 6.8362, 31.2657
Si, 4.1018, 9.5708, 31.2657
Si, 9.5708, 9.5708, 31.2657
Si, 2.7345, 0, 0.6835
Si, 8.2035, 0, 0.6835
Si, 0, 2.7345, 0.6835
Si, 5.469, 2.7345, 0.6835
Si, 2.7345, 5.469, 0.6835
Si, 8.2035, 5.469, 0.6835
Si, 0, 8.2035, 0.6835
Si, 5.469, 8.2035, 0.6835
Si, 4.0754, 1.3887, 2.0664
Si, 9.5907, 1.3548, 2.0428
Si, 1.3649, 4.123, 2.0734
Si, 6.8218, 4.138, 2.0385
Si, 4.0909, 6.8444, 2.0394
Si, 9.5633, 6.8566, 2.0734
Si, 1.3639, 9.5977, 2.0558
Si, 6.8441, 9.6078, 2.0539
Si, 0.0324, 0.0377, 3.4671
Si, 5.4748, 0.0438, 3.4162
Si, 2.6938, 2.7399, 3.4719
Si, 8.2452, 2.7882, 3.3302
Si, 0.0316, 5.5301, 3.4567
Si, 5.4726, 5.5267, 3.4252
Si, 2.7445, 8.2371, 3.3925
Si, 8.2753, 8.3268, 3.4402
Si, 1.3199, 1.4021, 4.9236
Si, 6.8885, 1.4698, 4.6876
Si, 4.0779, 4.1426, 4.7734
Si, 9.6012, 4.0951, 4.7483
Si, 1.3635, 6.982, 4.83
Si, 6.8353, 7.0086, 4.7207
Si, 4.1066, 9.5858, 4.7584
Si, 9.69, 9.6302, 4.9185
Si, 2.7265, -0.0687, 6.1859
Si, 8.315, 0.2182, 6.0999
Si, -0.1447, 2.7272, 6.3505
Si, 5.5485, 2.8266, 6.0881
Si, 2.6975, 5.5467, 6.1115
Si, 8.3043, 5.6549, 5.9181
Si, 0.2251, 8.4009, 6.4543
Si, 5.4956, 8.3268, 6.2118
Si, 4.4061, 1.1535, 7.3036
B, 9.2212, 1.6675, 7.2699
Si, 1.1021, 4.4486, 7.4831
Si, 6.6819, 4.6074, 7.2116
Si, 4.2772, 6.6879, 7.4802
Si, 9.7962, 6.688, 7.4697
B, 1.8278, 9.4846, 7.4656
Si, 6.7386, 10.0096, 7.397
O, 9.5864, 1.2413, 23.9656
O, 4.1064, 6.8038, 23.929
O, 4.0111, 1.2485, 24.0163
O, 9.5393, 6.7076, 23.8797
O, -0.0411, 5.5485, 8.0082
O, 5.5643, 0.1298, 7.9215
O, 5.4934, 5.6131, 7.7462
O, 7.5626, 4.3319, 8.573
O, 8.7584, 7.1069, 8.7086
O, 2.3513, 9.2658, 8.7101
O, 8.6107, 1.9345, 8.4632
O, 7.6299, 9.5227, 8.705
O, 3.5691, 1.8037, 8.558
O, 3.6415, 7.0766, 8.9821
O, 2.0124, 3.9805, 8.7909
O, 8.1387, 3.4851, 23.3411
O, 0.452, 4.937, 22.9326
O, 1.8966, 2.744, 23.2262
O, 5.8279, 4.9018, 23.1044
O, 5.5263, 10.0122, 23.468
O, 2.4424, 8.6849, 23.0019
O, 0.1919, 10.0688, 23.069
O, 7.7838, 8.58, 23.0635
Si, 8.6597, 7.6878, 18.4147
Si, 8.7912, 6.3211, 13.5523
Si, 3.7948, 1.5338, 14.7062
Si, 2.1246, 5.7449, 17.6004
Si, 2.4217, 3.1419, 19.4696
Si, 9.8162, 9.0289, 12.0578
Si, 1.3298, 9.4182, 22.0593
Si, 9.1696, 0.9492, 13.1945
Si, 1.4601, 5.058, 12.9596
Si, 1.8083, 8.2812, 12.7466
Si, 6.6561, 9.5596, 22.4033
Si, 4.5217, 4.5989, 15.6779
Si, 8.1549, 3.1576, 9.4869
Si, 0.8389, 8.2475, 19.2382
Si, 6.9581, 1.3495, 21.0604
Si, 8.2563, 8.3501, 9.641
Si, 10.9105, 5.1764, 15.5547
Si, 7.5697, 9.4685, 16.2839
Si, 9.935, 2.0664, 20.264
Si, 3.2831, 8.433, 9.8309
Si, 6.7006, 3.3524, 17.381
Si, 1.1668, 0.2095, 19.783
Si, 3.2438, 2.7951, 12.2497
Si, 7.2193, 5.3901, 19.6662
Si, 5.7754, 8.6549, 11.5062
Si, 5.7814, 6.0515, 13.1522
Si, 4.6396, 9.6983, 17.592
Si, 1.0243, 3.6024, 22.1534
Si, 4.9057, 1.4815, 18.768
Si, 3.1581, 3.0625, 9.4782
Si, 6.4464, 10.8027, 13.7653
Si, 10.3567, 0.0814, 15.9528
Si, 5.6386, 3.6494, 11.0855
Si, 9.8617, 3.8519, 11.8605
Si, 2.3547, 9.911, 15.5024
Si, 6.0786, 8.1217, 19.775
Si, 6.9327, 3.9675, 22.3593
Si, 9.7654, 2.7568, 17.3257
O, 7.2044, 6.339, 13.9087
O, 1.8782, 7.0596, 18.646
O, 10.3371, 3.9672, 16.4369
O, 6.1733, 9.9416, 17.0212
O, 10.1523, 0.6764, 14.4545
O, 8.4534, 6.109, 18.8442
O, 5.1668, 0.6711, 14.4056
O, 5.7336, 2.0514, 17.4916
O, 8.349, 1.9505, 20.5122
O, 1.9933, 4.299, 18.3826
O, 6.9504, 2.8126, 10.5487
O, 4.8779, 2.6733, 12.1498
O, 6.0213, 4.3984, 16.3255
O, 4.5247, 3.9117, 9.8869
O, 10.6911, 2.7878, 21.52
O, 9.7294, 6.0923, 14.8833
O, 6.0103, 6.4854, 19.8127
O, 4.0922, 0.1693, 18.2388
O, 9.2432, 10.5451, 12.2595
O, 2.8849, 4.3514, 12.633
O, 1.911, 10.6999, 21.1892
O, 3.9992, 2.7207, 19.3452
O, 0.7418, 10.0119, 15.9271
O, 1.2743, 9.8051, 18.8121
O, 1.7185, 1.6624, 19.2524
O, 8.9466, 10.348, 16.4655
O, 4.8734, 8.5821, 18.7674
O, 9.607, 8.782, 10.4578
O, 6.7509, 4.0852, 18.8316
O, 2.8473, 1.7204, 13.3773
O, 5.8377, 8.7705, 21.2403
O, 2.5261, 2.4155, 10.844
O, 7.6111, 4.8478, 21.1552
O, 5.215, 7.4644, 12.5073
O, 0.4247, 9.0806, 12.5078
O, 7.577, 1.0444, 13.5675
O, 7.1051, 9.6097, 14.7118
O, 8.9702, 5.0215, 12.5682
O, 8.0887, 8.0048, 16.8808
O, 6.2176, 2.569, 21.8742
O, 2.4832, 9.0661, 14.055
O, 0.4363, 4.4627, 11.8334
O, 0.8124, 8.3168, 20.91
O, 9.4623, 3.6544, 10.2948
O, 9.665, 2.3756, 12.5556
O, 7.6214, 8.5604, 19.3579
O, 2.5024, 8.289, 11.2539
O, 3.9833, 3.052, 15.3468
O, 0.9137, 4.5227, 14.3968
O, 10.0602, 2.9991, 18.9155
O, 9.1539, 7.7808, 12.8988
O, 10.5152, 0.5432, 20.0545
O, 6.0077, 5.0249, 11.882
O, 8.1636, 2.7642, 16.9757
O, 3.5155, 5.4779, 16.6849
O, 4.7081, 9.0857, 10.3202
O, 1.5873, 6.6834, 13.0513
O, 4.7616, 5.4828, 14.3083
O, 2.0583, 3.8502, 20.9025
O, 10.5397, 1.3672, 16.9431
O, 0.916, 6.0593, 16.5409
O, 7.3502, 10.9485, 21.8982
O, 5.9345, 0.9097, 19.8879
O, 6.0597, 10.0186, 12.3743
O, 2.8407, 0.539, 15.567
O, 7.0997, 8.0193, 10.7624
O, 10.2432, 8.017, 18.6601
O, 3.4578, 9.1898, 16.5363

Results
free energy: -135977.977 eV
free energy less fixed offsets of B -154.04, O -568.88, Si -635.61 eV per atom: -1.297 eV

Forces (eV/angstrom), in the order of the atoms: element, x, y, z
Si, -0.0012, -0.0006, 0.0018
Si, -0.0006, 0.0015, -0.0001
Si, 0.0008, 0, 0.0026
Si, 0.0003, -0.0015, -0.0009
Si, -0.0004, 0.0014, -0.0007
Si, -0.0015, -0.0015, 0.0008
Si, 0.0002, -0.0014, -0.0016
Si, 0.0011, 0.0009, 0.0023
Si, 0.0015, 0.0006, -0.0001
Si, 0, 0.0001, 0.0007
Si, 0.001, -0.0005, -0.0009
Si, 0.0006, 0.0001, 0.0004
Si, -0.0007, 0, 0.0005
Si, -0.0001, 0.0003, -0.0013
Si, -0.0013, 0.0015, 0.0015
Si, -0.0011, 0.0002, -0.0007
Si, -0.0007, -0.0017, 0.0009
Si, 0.0002, -0.0011, -0.0007
Si, 0.0006, -0.0007, 0.0011
Si, -0.0004, -0.0002, -0.0012
Si, -0.0005, -0.0012, -0.0006
Si, -0.001, -0.0015, 0.0006
Si, 0.0007, 0.0003, -0.0006
Si, 0.001, 0, 0.001
Si, -0.0012, -0.0017, 0.0006
Si, -0.0002, 0.0009, 0.0009
Si, -0.0032, 0.0001, -0.0022
Si, 0.0007, 0.0003, -0.0004
Si, -0.0003, 0.0016, 0.0019
Si, -0.0011, -0.0003, 0.0026
Si, 0.0029, 0.0017, -0.0062
Si, -0.001, 0, -0.002
Si, -0.0011, 0.0038, 0.0006
Si, -0.0003, 0.0007, 0.0003
Si, 0.0009, -0.0028, 0.0007
Si, 0.0024, -0.0008, -0.0001
Si, 0.0015, 0.001, 0.0003
Si, 0.0005, 0.0011, -0.0005
Si, 0.0032, -0.0023, 0.001
Si, 0.0006, -0.0019, -0.0001
Si, 0.0721, 0.0151, -0.1078
Si, 0.0281, -0.055, -0.0384
Si, 0.104, -0.0691, 0.0183
Si, -0.0456, -0.0903, -0.0937
Si, -0.0085, -0.1924, 0.0129
Si, 0.0392, -0.0413, -0.1657
Si, 0.0009, -0.0264, -0.0499
Si, -0.1522, -0.1296, 0.0906
Si, -0.0458, 0.0551, 0.0031
Si, -0.0265, 0.0534, -0.1168
Si, 0.0993, 0.1121, 0.0907
Si, -0.1289, 0.1209, 0.1221
Si, -0.0643, -0.1307, 0.0013
Si, -0.037, 0.2091, 0.0145
Si, 0.0111, 0.1001, 0.1349
Si, 0.1499, 0.1127, 0.121
Si, 0.0004, 0.0001, 0.0014
Si, 0.0032, -0.002, -0.0036
Si, 0.0023, 0.0019, 0.001
Si, -0.0006, -0.0007, -0.0034
Si, -0.0011, 0.0005, -0.0005
Si, 0.0019, -0.0015, 0.002
Si, -0.006, 0.0017, -0.0042
Si, -0.0035, 0.0011, 0.0001
Si, 0.0031, -0.0024, -0.008
Si, 0.0028, 0.0053, -0.0081
Si, 0, -0.0054, -0.0018
Si, -0.0049, 0.0045, 0.0022
Si, -0.0102, -0.0002, -0.0071
Si, 0.0016, 0.0007, 0.0005
Si, 0.0058, -0.0042, -0.0018
Si, 0.0037, -0.005, -0.0023
Si, 0.0072, 0.0081, 0.002
Si, 0.0016, -0.0111, -0.0031
Si, -0.0011, 0.0001, 0.0041
Si, 0.0085, 0.002, -0.001
Si, 0.0014, -0.0008, 0.0014
Si, -0.0018, 0.002, 0.0038
Si, -0.0067, 0.0071, 0.0035
Si, -0.0062, -0.0011, -0.0008
Si, -0.0108, -0.0148, 0.0036
Si, 0.0014, 0.014, 0.0102
Si, -0.0073, -0.0012, 0.0044
Si, 0.0061, 0.0216, -0.0041
Si, 0.0123, 0.0001, 0.001
Si, -0.0022, 0, -0.0029
Si, -0.0049, -0.0059, 0.0022
Si, -0.0023, -0.0202, 0.0029
Si, -0.006, -0.0134, 0.0336
B, 0.0165, -0.0193, -0.0195
Si, -0.0098, -0.0039, 0.0004
Si, -0.0066, -0.0061, -0.0114
Si, -0.0025, 0.0041, -0.0147
Si, -0.0001, -0.0028, 0.0026
B, 0.0167, 0.0238, -0.0068
Si, 0.0042, 0.0108, 0.0106
O, 0.0002, 0.0006, -0.0006
O, 0.0006, 0.0007, 0.0003
O, 0, -0.0011, -0.0013
O, 0.0003, -0.0012, -0.0006
O, 0.0004, 0.0036, 0.004
O, -0.0059, 0.003, -0.0166
O, 0.0013, 0.0058, 0.0086
O, 0.0014, 0.0013, 0.0037
O, -0.002, 0.0018, 0.0002
O, -0.0011, -0.0056, -0.0047
O, -0.0145, 0.0068, 0.0089
O, -0.0016, -0.0012, -0.0009
O, 0.0061, -0.002, -0.0066
O, -0.0025, 0.002, 0.0068
O, 0.0064, -0.0039, 0.0004
O, -0.0001, -0.0002, -0.0004
O, 0.0001, -0.0004, -0.0004
O, -0.0004, -0.0003, -0.001
O, 0.0004, -0.0003, -0.001
O, -0.0001, 0, -0.0002
O, 0.0001, -0.0001, -0.0002
O, 0.0011, -0.0009, -0.0017
O, -0.0005, 0.0002, -0.0013
Si, -0.0001, -0.0003, 0.0011
Si, 0.0003, -0.0007, 0.0009
Si, -0.0001, -0.0003, 0.0011
Si, -0.0003, -0.0004, 0.0012
Si, -0.0001, -0.0004, 0.0015
Si, -0.0003, -0.0003, 0.0011
Si, -0.0006, 0.0001, 0.0018
Si, -0.0001, -0.0006, 0.0004
Si, -0.0002, -0.0007, 0.001
Si, -0.0003, -0.001, 0.0017
Si, 0.0008, 0, 0.0014
Si, -0.0001, -0.0004, 0.0013
Si, 0.0067, -0.0012, 0.0043
Si, 0, -0.0002, 0.0016
Si, 0.0002, -0.0003, 0.0015
Si, -0.0009, 0.0004, -0.0029
Si, 0.0004, -0.0004, 0.0008
Si, 0, -0.0004, 0.0014
Si, -0.0001, -0.0002, 0.0016
Si, 0.0027, -0.0047, 0.0002
Si, 0, -0.0003, 0.0014
Si, 0, -0.0003, 0.0014
Si, 0.0007, -0.0012, 0
Si, 0.0001, -0.0003, 0.0015
Si, 0.0011, -0.0001, 0.0008
Si, 0.0004, -0.0005, 0.0009
Si, 0.0002, -0.0002, 0.0014
Si, -0.0001, -0.0002, 0.0014
Si, 0.0002, -0.0005, 0.0013
Si, -0.0003, -0.0008, -0.0023
Si, 0.0003, -0.0002, 0.001
Si, 0.0001, -0.0004, 0.0012
Si, -0.0015, -0.001, 0.0009
Si, -0.0023, 0.0004, -0.0016
Si, 0, -0.0001, 0.0015
Si, -0.0001, 0, 0.0016
Si, -0.0003, -0.0001, 0.0018
Si, 0.0003, 0, 0.0011
O, -0.0001, -0.0001, -0.0009
O, 0, -0.0004, -0.0008
O, 0, -0.0009, -0.0008
O, 0, -0.0003, -0.0012
O, 0.0001, -0.0002, -0.0012
O, 0, -0.0003, -0.001
O, 0, -0.0003, -0.0008
O, 0, -0.0003, -0.0011
O, 0.0001, -0.0002, -0.001
O, 0, -0.0001, -0.0012
O, -0.0012, -0.0005, 0.0013
O, 0.0001, 0.0001, -0.0008
O, 0, -0.0002, -0.001
O, -0.0001, -0.0011, -0.0009
O, 0.0001, -0.0002, -0.0009
O, 0.0003, -0.0006, -0.0007
O, 0, -0.0003, -0.0011
O, 0.0001, -0.0004, -0.0012
O, 0.0001, -0.0002, -0.0007
O, -0.0003, -0.0002, -0.0006
O, 0, -0.0003, -0.0009
O, -0.0001, -0.0003, -0.001
O, -0.0001, -0.0004, -0.0011
O, -0.0001, -0.0005, -0.0011
O, 0.0001, -0.0001, -0.001
O, 0, -0.0005, -0.0012
O, -0.0001, -0.0004, -0.001
O, 0.0011, 0.0001, -0.0005
O, 0, -0.0004, -0.0011
O, -0.0001, -0.0004, -0.001
O, -0.0001, -0.0004, -0.0012
O, 0.0006, 0, -0.0029
O, 0.0001, -0.0002, -0.0012
O, -0.0002, -0.0001, -0.0009
O, 0.0001, -0.0002, -0.001
O, -0.0001, -0.0004, -0.0008
O, 0, -0.0001, -0.001
O, 0.0014, -0.002, -0.002
O, 0, -0.0004, -0.001
O, 0, -0.0004, -0.0008
O, 0.0001, -0.0004, -0.0012
O, -0.0002, -0.0002, -0.0002
O, 0, -0.0004, -0.0011
O, 0.0004, -0.002, 0.004
O, -0.0001, 0.0007, -0.0011
O, 0, -0.0003, -0.0012
O, -0.0014, 0.0008, 0.0016
O, 0.0001, -0.0001, -0.001
O, -0.0003, 0.0002, -0.0002
O, 0, -0.0002, -0.0014
O, 0.0003, -0.0003, -0.0009
O, 0.0001, -0.0003, -0.001
O, 0.0005, 0.0001, -0.0007
O, 0.0002, -0.0004, -0.0011
O, 0.0002, -0.0004, -0.0012
O, -0.0009, 0.0006, -0.0009
O, 0.0003, 0.0003, -0.0013
O, -0.0001, -0.0003, -0.0007
O, 0.0002, -0.0002, -0.0013
O, -0.0002, -0.0002, -0.0009
O, -0.0004, -0.0008, -0.0013
O, -0.0003, -0.0004, -0.0009
O, -0.0002, -0.0003, -0.0011
O, -0.0003, -0.0005, -0.0011
O, 0.0001, -0.0002, -0.0011
O, -0.0008, -0.0002, 0
O, 0, -0.0004, -0.001
O, 0.0001, -0.0005, -0.0008

The program warned: the cutoff lies below the one the program advises for these potential files; the exchange-correlation potential is rough where the density is thin.
